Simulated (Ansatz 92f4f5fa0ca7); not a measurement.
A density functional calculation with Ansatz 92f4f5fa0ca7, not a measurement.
Periodic cell of 166 atoms, Si98O68, from a study of silicon, its oxide and their interface. The atomic structure is a simulated model.

Settings
functional: r2SCAN
potential files: Ansatz norm-conserving
basis: plane waves
wave-function cutoff: 1300 eV
density cutoff ratio: 4
exchange-correlation grid ratio: 1
k mesh: 2 x 2 x 1, shifted by 0.5 0.5 0.5 of a step
self-consistency stop: 5e-08 eV per atom in the density residual
occupations: Fermi-Dirac, 0.05 eV
spin: none
net charge: 0

Cell vectors (angstrom)
a, 10.88, 0, 0
b, 0, 10.88, 0
c, 0, 0, 24.4329

Atoms: element, x, y, z (angstrom)
Si, -0.3279, 0.3029, -0.1547
Si, 2.9378, 2.9506, 0.2447
Si, -0.9408, 5.2914, -1.2997
Si, 3.0659, 8.0594, 0.2819
Si, 5.7231, -0.2157, -0.1064
Si, 8.2277, 2.3935, -0.1614
Si, 5.2376, 6.1917, 0.2093
Si, 7.8773, 8.4028, 0.3299
Si, 1.2921, 1.4275, 1.1071
Si, 4.362, 4.2703, 1.7187
Si, 1.2893, 6.4574, 1.065
Si, 3.9214, 9.8995, 1.4769
Si, 6.8736, 1.2231, 1.4741
Si, 9.2471, 4.1835, 1.1601
Si, 6.5718, 7.1754, 1.8516
Si, 9.5636, 9.534, 1.2928
Si, -0.0112, 3.1262, 2.5527
Si, 2.4372, 0.1752, 2.8213
Si, 0.2735, 7.9366, 2.4815
Si, 2.7659, 5.8073, 2.7304
Si, 5.3808, 2.622, 2.8309
Si, 8.4213, -0.0776, 2.8131
Si, 5.2861, 8.5389, 3.1097
Si, 7.7356, 5.4385, 2.6494
Si, 1.2684, 4.4343, 4.156
Si, 4.01, 1.2636, 4.1125
Si, 1.3232, 9.5207, 4.1935
Si, 3.7473, 7.2144, 4.2853
Si, 6.5107, 4.2428, 4.1133
Si, 9.5495, 1.5128, 4.0274
Si, 7.1191, 9.6846, 4.2273
Si, 9.4175, 6.6455, 3.9195
Si, 0.0447, 0.1789, 5.3881
Si, 2.6469, 2.5821, 5.4574
Si, -0.2894, 5.5019, 5.6021
Si, 2.5358, 8.4962, 5.7923
Si, 5.7477, 0.1258, 5.4272
Si, 8.006, 2.5829, 5.2249
Si, 5.2663, 5.8376, 5.6699
Si, 8.4168, 8.0782, 5.5062
Si, 1.3882, 1.266, 6.8687
Si, 3.9272, 4.1536, 6.8192
Si, 1.2144, 6.9577, 6.782
Si, 4.0519, 10.0222, 6.8791
Si, 7.0236, 1.4446, 6.8825
Si, 9.2865, 3.8871, 6.8977
Si, 6.9182, 6.9686, 6.851
Si, 9.6828, 9.6873, 6.9206
Si, 0.0226, 2.3329, 8.3751
Si, 2.8734, 0.3966, 8.4779
Si, 0.118, 8.2944, 8.4072
Si, 2.6738, 5.5878, 8.1141
Si, 5.4485, 2.7481, 8.0796
Si, 8.2581, 0.1627, 8.3582
Si, 5.4786, 8.6296, 7.7383
Si, 8.488, 5.4772, 8.3284
Si, 1.4787, 4.2262, 9.4485
Si, 4.4179, 1.6198, 9.9081
Si, 1.5724, 9.6901, 9.8177
Si, 4.4398, 6.9593, 8.9216
Si, 7.0225, 3.9106, 9.5235
Si, 9.7086, 1.0306, 10.078
Si, 6.9638, 9.4639, 9.4406
Si, 9.4717, 7.0651, 9.9325
Si, -0.0568, -0.7909, 11.3029
Si, 3.2714, 3.5417, 10.6875
Si, 0.502, 6.217, 10.8291
Si, 3.187, 8.1059, 10.7399
Si, 5.8893, 0.0329, 11.06
Si, 8.108, 2.3371, 11.2113
Si, 5.5266, 5.3311, 10.2833
Si, 7.4337, 7.5325, 11.161
Si, 3.817, 2.6973, 13.4507
Si, 5.5309, 8.7164, 12.7836
Si, 5.0052, 4.8437, 14.9308
Si, 1.3431, 5.9683, 18.244
Si, 5.1604, -3.111, 15.5427
Si, 11.6799, 0.444, 16.6055
Si, 1.2366, 3.6401, 16.7772
Si, 3.7747, 3.3478, 20.5041
Si, 5.9996, 1.0549, 16.4398
Si, -3.0921, -3.5487, 17.2725
Si, -4.1296, 2.7943, 13.8933
Si, -0.6081, 6.1802, 16.0137
Si, 1.1427, -0.7536, 13.994
Si, -0.5113, -0.1797, 19.3987
Si, 7.6922, -0.8605, 18.4639
Si, -6.7154, 3.4386, 17.4682
Si, 3.4154, 0.3733, 15.4529
Si, 1.8155, 12.2947, 20.9234
Si, 12.0238, 8.3238, 19.7396
Si, 1.6137, -1.0774, 22.2168
Si, -0.1477, 7.4805, 13.2582
Si, 7.3779, -4.3317, 22.4401
Si, 3.5361, 7.7296, 18.1745
Si, 5.4838, 12.8792, 22.7341
Si, 1.4664, 3.8863, 22.277
Si, 6.4108, -3.1867, 19.764
O, 0.1098, -0.6419, -1.6955
O, -1.5191, 1.3436, -0.7478
O, 6.9182, -1.5245, -4.8373
O, 4.218, 2.413, -0.6791
O, 0.0435, 4.6423, -2.4618
O, -3.5954, 6.8467, -5.7174
O, 2.3545, 9.0652, -0.9346
O, 1.0172, 6.7385, -4.8085
O, 7.2232, -1.0231, -0.0816
O, 6.2685, -5.0342, -1.0272
O, 4.2863, 4.1424, -5.3838
O, 6.9632, 2.5581, -1.2715
O, 8.7461, 5.6547, -2.4082
O, 1.6062, 8.5529, -3.1715
O, 1.2541, 2.2697, -2.3375
O, 8.06, 7.6467, -1.1336
O, 0.4742, 0.0346, 12.6627
O, 0.0702, 6.1992, 12.3443
O, 2.9286, 2.7258, 12.0857
O, -4.3703, 4.2647, 14.7193
O, 4.9025, 0.0427, 15.8365
O, 1.9604, 7.0268, 10.946
O, 1.1658, 8.4258, 13.9137
O, 5.4935, -0.6291, 12.4921
O, 2.7655, -0.5626, 14.3016
O, 7.1221, 1.034, 11.4627
O, 7.9362, 2.905, 12.8482
O, 6.4095, 6.157, 11.4671
O, 4.1043, 4.7669, 11.0727
O, 3.8492, 4.2308, 14.0073
O, 4.6299, 15.4507, 16.4319
O, 7.119, -2.6063, 12.6062
O, 5.4048, 2.3135, 13.0314
O, 10.1112, 8.704, 12.1298
O, 3.549, 1.7294, 14.6147
O, 4.9388, 8.7935, 14.3026
O, 6.7141, 1.8442, 15.2254
O, 4.2233, 7.2477, 23.8987
O, 0.3375, 6.8171, 17.1771
O, 5.2273, -4.4915, 14.6948
O, 6.5547, -3.1121, 16.3835
O, 8.8384, -4.7699, 16.9358
O, 4.212, -2.764, 16.6652
O, 0.2291, -0.1431, 17.8622
O, 2.7987, 2.1231, 19.9648
O, -3.8537, 0.0457, 17.3014
O, 2.7664, 4.2128, 21.2843
O, 0.1701, -0.1973, 15.268
O, 4.2879, 7.9478, 11.9951
O, -5.6006, 2.2297, 17.2341
O, -2.5086, -2.1508, 17.7436
O, 1.0233, 4.3882, 18.2394
O, 2.3995, 8.8613, 18.7991
O, 2.453, 0.4565, 16.7283
O, 6.4939, -3.7292, 21.2379
O, 2.785, 3.1266, 16.7357
O, 11.3689, 11.7221, 20.1975
O, 5.1322, 2.7399, 21.3034
O, -2.1811, 0.0837, 19.2459
O, 0.3075, 4.7145, 15.7947
O, 2.9022, 6.1985, 17.9611
O, 4.8573, 7.7321, 19.1254
O, -0.2391, 9.0785, 19.5783
O, 13.4925, 11.0476, 21.7855
O, 11.4323, 2.1457, 16.6781
O, 1.8683, 4.1004, 23.8358
O, -1.017, 7.1105, 14.6209
O, 5.7219, 0.421, 22.7141

Results
free energy: -43076.301 eV
free energy less fixed offsets of O -463.61, Si -117.95 eV per atom: 8.279 eV
pressure: -1.61 GPa
stress xx, yy, zz, yz, xz, xy (GPa, positive in tension): 2.25, 0.74, 1.84, -1.41, 1.62, -1.18

Forces (eV/angstrom), in the order of the atoms: element, x, y, z
Si, -0.7483, -1.7999, -2.9753
Si, 0.0918, 1.7449, -0.1524
Si, -0.6264, 0.0091, -0.6856
Si, -3.1242, 1.865, -1.8152
Si, 1.664, 0.4483, 0.1531
Si, -1.6761, -0.6824, 0.3024
Si, 0.9327, -1.0873, 0.0476
Si, -0.3521, 0.2559, -0.8861
Si, 0.375, 1.2494, 1.1201
Si, -2.1423, 1.3886, -2.0432
Si, 0.9415, 0.8975, -0.6976
Si, 1.6432, -1.8614, -0.3559
Si, -0.151, 0.6798, 0.4587
Si, -0.5893, -0.1213, -1.1859
Si, -0.4358, 0.2357, -1.6071
Si, 2.5668, -0.7513, 0.4922
Si, 0.116, -1.0844, -0.0986
Si, 0.15, -0.1825, -0.8031
Si, -1.5465, 1.2742, 1.2749
Si, -0.3869, -1.5109, 0.6755
Si, 1.2286, -0.1441, -0.0198
Si, -0.6287, 1.1326, -1.058
Si, 0.1331, 1.3599, -0.0777
Si, 2.1221, -0.0757, -0.1178
Si, 0.9145, -1.1466, -0.1876
Si, 0.6673, 0.646, 0.3426
Si, -1.1127, -0.2022, -1.5825
Si, 1.4769, -0.3725, 0.6492
Si, -0.2373, -1.2459, 1.5582
Si, 1.4849, 0.3094, -0.971
Si, -0.9996, -2.1352, 0.6705
Si, 0.7063, 0.8229, -0.3081
Si, -0.6864, -1.0078, 0.283
Si, -0.0075, 2.3154, -0.1476
Si, 0.7172, -0.7437, -0.3445
Si, 1.0985, 0.5932, -0.4366
Si, -1.7499, 0.4866, 0.6758
Si, -0.1106, 2.88, 0.9159
Si, -0.1008, -1.5311, -1.2805
Si, -0.2366, 1.2701, -0.4311
Si, 0.517, 0.5388, 0.6015
Si, 0.6936, -0.4178, -0.6213
Si, -0.5352, -1.1699, 1.3362
Si, -0.6855, 0.1757, -1.0653
Si, -1.9059, 0.0232, 0.347
Si, 1.65, -0.4116, -0.3841
Si, 0.3847, -0.3353, 0.4637
Si, -0.2037, -0.3747, -0.1152
Si, -0.3239, 2.3862, 0.4344
Si, -0.1637, -0.4075, 0.4772
Si, -0.5903, 0.9458, 0.0137
Si, 0.1913, 0.8535, -1.2498
Si, 1.086, 0.011, 0.3225
Si, 1.1428, -0.868, -0.0121
Si, 2.0916, -1.8643, 1.7491
Si, -1.9521, 0.58, 0.6321
Si, -2.089, -0.3012, 1.003
Si, -0.3682, -0.2092, -1.4273
Si, 1.5638, -0.6525, -1.1421
Si, -1.0496, 0.0504, 1.2457
Si, 0.8797, -1.0116, -0.5773
Si, 0.1203, 0.2182, -0.6661
Si, -2.0244, -0.8787, 0.9222
Si, -0.1381, -0.47, -1.2959
Si, -0.8898, 0.0915, 2.4899
Si, -2.0195, -4.2285, 0.0845
Si, 2.7273, -1.487, -2.5557
Si, 0.7532, -1.59, -0.7203
Si, 0.7044, 1.2788, -0.7783
Si, -2.0335, 0.2048, 1.5286
Si, -1.1491, 1.7015, 1.9113
Si, -0.7061, -0.7905, -0.3667
Si, 2.1506, 1.6148, -2.2911
Si, -1.9043, -1.4842, 2.3738
Si, 1.504, 0.1344, 0.0876
Si, -2.1634, 1.0138, -0.3236
Si, 3.1701, -0.6855, -3.1139
Si, 1.6128, 4.9592, -1.2736
Si, -2.7066, -2.0341, -0.1684
Si, 3.849, -1.2198, -3.9755
Si, 1.91, -1.1461, -0.0435
Si, 0.509, -0.6944, 0.7454
Si, -2.3158, 0.7751, 1.9566
Si, -0.4339, -0.8653, 0.9576
Si, -0.021, -1.0656, 0.3663
Si, 0.0148, -0.3785, -3.2461
Si, 1.109, 0.2309, -3.5017
Si, 2.8062, 1.2493, 0.8308
Si, -0.2737, -0.2121, -1.1383
Si, -0.6294, -4.936, 0.9303
Si, 1.2367, 0.1402, 0.6901
Si, 1.3763, -0.5241, 3.9622
Si, 0.7763, 4.2189, 1.183
Si, -0.4539, -2.0752, -0.401
Si, 1.7558, 0.9977, -0.7076
Si, -0.3688, 2.2217, -0.2433
Si, 0.3653, -0.2217, 0.3051
Si, -1.2859, 2.7793, -3.2927
O, 0.1516, 1.9086, 2.0215
O, 0.6495, 0.0368, 0.5403
O, -3.8199, -3.9753, 3.5867
O, 0.2055, -0.4946, -0.7512
O, 1.4747, -0.2805, 0.8495
O, -1.1301, -1.2602, 1.8231
O, 0.5853, -0.2819, 1.4343
O, -0.3177, -1.0196, -0.0805
O, -2.4885, -0.2784, -0.6147
O, 0.3847, -1.0028, -0.3082
O, -1.0812, -3.1202, 0.1802
O, 1.0777, 0.8946, 0.6552
O, -1.6193, 0.2562, 0.9836
O, -0.344, -0.2167, -1.27
O, -0.7438, 2.7453, 1.4796
O, 1.1194, 2.3659, 2.2647
O, 1.0885, -1.2778, 0.7788
O, -0.4482, -0.6971, 3.2153
O, -0.4939, -0.2749, 1.493
O, 0.0755, -1.919, -2.3236
O, 0.6289, -0.5644, 0.8305
O, -1.0047, -0.365, 0.3362
O, -2.3141, 0.0694, -1.4415
O, -0.3113, 2.4509, -1.9016
O, -2.3159, -0.1449, -0.2697
O, 0.3335, -0.1266, -0.7539
O, 1.8082, -0.1539, -1.8082
O, 1.1019, 1.513, -1.533
O, 3.757, 3.2745, 0.0182
O, -0.3039, -0.3993, -0.4541
O, 0.5483, 0.9031, 1.6808
O, -0.5943, -0.2648, -0.5099
O, -0.4703, 1.3195, 0.3367
O, 0.7808, -0.4232, -0.0169
O, -1.499, 0.0291, 1.0375
O, 1.6255, -0.9394, 0.4881
O, 1.3482, -1.0192, -0.5765
O, 0.2019, -0.6629, 0.4739
O, 1.554, -0.1526, 0.0661
O, -1.1132, 0.92, 0.257
O, 0.326, -0.3828, -1.4665
O, 0.8804, 0.7079, -2.6442
O, -5.2499, 0.4443, 4.4665
O, -2.9004, -1.186, 4.2003
O, 1.9162, 0.8538, -1.1603
O, -1.4295, 1.553, -0.5086
O, -2.3592, 2.2714, 2.4645
O, 1.8332, -0.634, -1.4373
O, -0.0379, 0.9248, -0.8033
O, -1.7274, 0.862, 1.9205
O, 2.1199, 1.8682, -1.0834
O, 0.3636, 0.0706, -0.3058
O, 0.933, -2.3849, -1.272
O, -0.6466, -0.9651, -0.609
O, 0.4513, -0.276, 0.3047
O, -1.5826, 0.7029, 0.6524
O, -1.3249, -1.0888, -0.5159
O, -1.8303, 0.3454, -0.3145
O, 5.0116, 1.1009, 1.2302
O, -0.1196, 0.3111, -0.0053
O, 0.4727, 1.9948, -0.0785
O, 0.089, -0.3142, 1.0208
O, -1.0609, 1.5875, 0.6382
O, -2.002, 0.5359, -1.5547
O, -0.5473, -0.1309, -0.5219
O, 1.3846, -1.438, -0.0974
O, 1.3689, -1.6447, 0.7195
O, -1.0571, -1.6139, 1.9371

The program warned: the forces do not sum to zero within the program's tolerance.
